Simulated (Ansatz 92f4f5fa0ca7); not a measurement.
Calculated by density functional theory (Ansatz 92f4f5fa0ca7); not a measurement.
Periodic cell of 222 atoms, Si134O80N8, from a study of silicon, its oxide and their interface. The atomic structure is a simulated model.
Doubt: the cutoff is far below the 930 eV that the study's wrapper takes by default for these files, so forces and energies are approximate.
This geometry differs little from another in the collection (a relaxation step or a small displacement).

Settings: functional PBE; potential files Ansatz PAW; basis plane waves; wave-function cutoff 580 eV; density cutoff ratio 5; exchange-correlation grid ratio 1; k mesh 1 x 1 x 1, Gamma-centred; self-consistency stop 5e-08 eV per atom in the density residual; occupations fixed; spin none; net charge 0.

Cell vectors (angstrom)
a  10.938  0  0
b  0  10.938  0
c  0  0  31.4591

Atoms and the computed forces on them: element, x, y, z (angstrom), force x, y, z (eV/angstrom)
Si  -0.3408  -0.0595  24.2245  -0.0284  -0.0403  0.0145
Si  5.5526  -0.2661  24.0346  -0.032  -0.0218  -0.0006
Si  2.346  2.73  23.7977  0.0082  0.0085  0.0374
Si  8.6137  2.3231  23.6865  -0.0606  -0.0587  -0.0361
Si  0.2613  5.2323  24.1443  -0.0102  -0.0062  0.0002
Si  5.3486  5.657  23.793  0.0084  0.0116  -0.0028
Si  2.0198  8.7206  24.0737  -0.0079  0.0212  -0.0237
Si  7.7869  8.3323  24.0749  0.0154  -0.0139  0.0018
Si  1.178  1.3698  25.3509  0.0114  0.022  -0.013
Si  6.8074  1.4257  25.144  0.0391  0.0376  0.0003
Si  4.1142  3.9728  25.0378  -0.0144  -0.0245  -0.0069
Si  9.5311  3.9781  25.225  0.0212  0.0456  0.0183
Si  1.3113  6.8848  25.4181  0.0031  0.0012  0.0194
Si  6.5985  6.8441  25.4086  0.0051  -0.0067  -0.0111
Si  3.9558  9.5321  25.3229  0.0025  0.0094  -0.0209
Si  9.3784  9.3943  25.4673  0.0119  0.0173  0.0168
Si  2.6798  0.055  26.6691  0.0088  0.0106  0.0126
Si  8.1211  0.0555  26.6599  -0.0036  -0.0202  -0.0146
Si  -0.0433  2.7874  26.7288  0.0187  0.0045  0.0167
Si  5.474  2.7549  26.5879  -0.0056  -0.0046  -0.0101
Si  2.8121  5.4402  26.5885  -0.0003  0.0052  -0.0112
Si  8.162  5.458  26.6037  -0.0006  0.002  -0.0092
Si  -0.0452  8.1918  26.7701  -0.0148  -0.0018  0.0013
Si  5.3408  8.251  26.7493  0.0002  -0.0016  0.0046
Si  4.1018  1.3673  28.0409  0.0512  0.2806  -0.363
Si  9.5708  1.3673  28.0409  -0.2439  -0.0803  0.0711
Si  1.3673  4.1018  28.0409  0.3548  0.4138  -0.1336
Si  6.8362  4.1018  28.0409  -0.1169  0.0343  -0.3351
Si  4.1018  6.8362  28.0409  -0.2865  -0.5135  0.4374
Si  9.5708  6.8362  28.0409  -0.4501  -0.6  0.245
Si  1.3673  9.5708  28.0409  0.0042  0.2114  0.1797
Si  6.8362  9.5708  28.0409  -0.3677  0.3777  0.0727
Si  0  0  29.4081  0.0178  -0.0488  -0.018
Si  5.469  0  29.4081  -0.0065  -0.1  0.0228
Si  2.7345  2.7345  29.4081  0.0925  0.0141  -0.0209
Si  8.2035  2.7345  29.4081  -0.0077  -0.0923  -0.0261
Si  0  5.469  29.4081  0.0122  0.0235  0.0208
Si  5.469  5.469  29.4081  0.0052  0.0247  -0.0088
Si  2.7345  8.2035  29.4081  -0.1371  -0.1498  0.011
Si  8.2035  8.2035  29.4081  -0.0768  -0.1484  -0.0378
Si  1.3673  1.3673  30.7754  -0.0638  0.0207  -0.019
Si  6.8362  1.3673  30.7754  -0.004  0.1062  -0.0192
Si  4.1018  4.1018  30.7754  -0.0177  0.0148  0.0038
Si  9.5708  4.1018  30.7754  0.0274  -0.0433  -0.0256
Si  1.3673  6.8362  30.7754  -0.0644  0.062  -0.003
Si  6.8362  6.8362  30.7754  -0.0455  0.0441  -0.0021
Si  4.1018  9.5708  30.7754  0.0015  0.0123  -0.0234
Si  9.5708  9.5708  30.7754  0.0283  0.0421  -0.032
Si  2.7345  0  0.6835  0.0518  -0.0415  0.0045
Si  8.2035  0  0.6835  -0.0264  -0.0503  -0.0156
Si  0  2.7345  0.6835  0.0555  -0.0357  0.0327
Si  5.469  2.7345  0.6835  0.0078  -0.1048  0.0358
Si  2.7345  5.469  0.6835  -0.0211  0.0266  -0.0113
Si  8.2035  5.469  0.6835  0.0487  -0.018  -0.0235
Si  0  8.2035  0.6835  0.0136  -0.0438  0.032
Si  5.469  8.2035  0.6835  -0.0124  -0.005  0.0342
Si  4.1018  1.3673  2.0507  -0.0622  0.0799  -0.0048
Si  9.5708  1.3673  2.0507  -0.0572  0.0169  -0.0084
Si  1.3673  4.1018  2.0507  0.0562  0.0539  -0.0248
Si  6.8362  4.1018  2.0507  0.199  0.2261  0.0294
Si  4.1018  6.8362  2.0507  -0.0626  -0.0834  -0.0477
Si  9.5708  6.8362  2.0507  -0.082  -0.0229  0.0779
Si  1.3673  9.5708  2.0507  -0.0688  0.0589  0.0635
Si  6.8362  9.5708  2.0507  0.094  0.1106  -0.0226
Si  0  0  3.418  0.0063  -0.2345  0.2072
Si  5.469  0  3.418  0.1582  -0.2383  0.1084
Si  2.7345  2.7345  3.418  0.4188  0.2014  -0.6488
Si  8.2035  2.7345  3.418  0.5393  0.1765  -0.2897
Si  0  5.469  3.418  0.2113  -0.1346  0.217
Si  5.469  5.469  3.418  -0.0416  0.5077  -0.0678
Si  2.7345  8.2035  3.418  0.0746  -0.3934  0.399
Si  8.2035  8.2035  3.418  -0.2695  -0.0298  -0.0806
Si  1.4455  1.3692  4.7176  0.016  0.018  -0.0067
Si  6.8893  1.3804  4.7306  -0.0019  -0.007  -0.0089
Si  4.1639  4.0712  4.7471  -0.0014  -0.0028  -0.0141
Si  9.6364  4.0609  4.8114  0.0009  -0.0114  0.0009
Si  1.4161  6.7545  4.8595  -0.0034  -0.0056  0.0021
Si  6.7483  6.9496  4.8236  -0.01  0.005  0.0017
Si  4.1599  9.5021  4.8125  0.0031  -0.0098  -0.0011
Si  9.594  9.4803  4.7997  -0.0057  -0.0127  -0.0175
Si  2.8636  0.0466  6.0351  -0.004  0  0.0268
Si  8.2786  0.0558  6.0571  0.0033  0.01  0.019
Si  0.2684  2.7633  6.172  0.02  0.0005  0.0383
Si  5.6075  2.7922  6.0976  0.0088  0.0059  0.0289
Si  2.8964  5.3685  6.2208  -0.0019  0.0022  0.0083
Si  8.1375  5.4878  5.9863  0.0014  0.0061  0.016
Si  -0.0041  8.0823  6.2371  -0.0119  -0.0232  0.0325
Si  5.4647  8.316  6.4677  -0.0109  -0.0068  0.02
Si  4.3016  1.4182  7.4029  -0.008  -0.0034  -0.0326
Si  10.0676  1.0659  7.2622  -0.0057  0.0249  0.0009
Si  2.0235  3.6565  7.6755  -0.0338  -0.0323  -0.0449
Si  6.7453  4.3571  7.4959  0.0031  -0.0288  -0.0346
Si  4.358  6.4788  7.7272  0.0356  0.021  -0.0221
Si  9.4583  6.5949  7.4992  0.02  0.0328  -0.0507
Si  1.2934  9.767  7.2531  0.0325  -0.0067  -0.0187
Si  6.6684  10.2159  7.5958  0.0056  -0.0115  -0.0109
O  5.5767  5.3885  8.0975  -0.0311  0.0313  0.0125
O  3.1537  2.4676  8.0835  -0.0066  0.011  0.0078
O  0.9229  9.9125  23.6864  0.0559  -0.0312  0.0023
N  6.9622  9.7623  23.3906  -0.0348  -0.0074  0.001
O  1.4344  4.1122  23.7697  -0.0089  0.0098  -0.0071
O  1.5122  8.3234  10.6506  0.0051  -0.012  -0.0077
N  1.579  4.4123  9.2324  0.0029  -0.0024  0.0009
O  7.7611  9.8119  8.8098  -0.0013  0.0135  -0.0021
N  9.9083  3.6632  10.4769  0.0019  0.0019  -0.0006
O  7.6324  3.7798  8.7778  0.0041  -0.0034  0.0074
N  5.6308  0.5582  8.3665  -0.014  -0.0008  -0.0074
N  3.3883  6.7074  9.2338  0.0104  -0.0121  -0.0105
O  10.7158  6.3029  10.2067  0.0045  0.002  0.0002
O  4.4081  0.2008  22.9039  0.0168  -0.0075  0.0154
N  8.3889  5.4244  20.6527  0.0011  -0.0009  0.0022
O  4.2114  6.6081  23.0684  0.001  -0.0007  0.0048
O  8.3559  7.2923  22.8851  -0.0015  0.0077  0.0079
N  2.4059  1.9854  22.1343  0.0052  0.0072  0.0267
O  2.2317  8.1996  22.544  0.0075  -0.0082  -0.0059
N  9.311  0.7085  23.2009  0.0078  0.0305  0.0052
Si  5.4472  9.1938  11.0106  -0.004  0.002  0.0015
Si  2.8135  8.3079  9.661  -0.0101  0.0232  0.0107
Si  5.7227  -0.7087  15.3474  -0.0005  0.0002  0.002
Si  2.0927  4.1662  18.3239  0.0006  0.0024  -0.0021
Si  10.9164  -5.6219  14.4248  0.0006  -0.0011  0.0029
Si  1.8546  7.3108  17.6982  0.0012  0.0018  0.0006
Si  16.1889  1.9381  14.1186  -0.0009  -0.0004  0.0048
Si  3.5602  0.7522  21.6304  0.0049  -0.0102  -0.0268
Si  2.7567  5.3362  10.1764  0.0077  0.0007  0.0159
Si  3.527  3.5685  15.6566  0.0023  0.0001  0.0022
Si  7.8719  -2.2113  20.1101  0.0025  0.001  -0.0052
Si  8.6636  2.7608  9.5645  0.0072  -0.0066  -0.0109
Si  8.1211  2.8048  14.1044  0.0011  0.0009  0.0041
Si  10.8416  4.8273  9.5126  -0.0133  -0.0092  0.0101
Si  1.0379  2.5967  14.325  -0.001  0.0034  0.001
Si  7.9839  -0.1566  22.3741  0.0156  0.0183  -0.0075
Si  11.6447  5.4801  21.3494  0.0028  0.0013  -0.0089
Si  7.905  8.425  9.6737  -0.0018  0.0021  0.0094
Si  8.2935  3.6877  20.7315  0.001  0.0048  -0.0064
Si  5.0574  3.5127  11.5166  0.0042  -0.0025  0.0039
Si  8.6809  -1.5592  15.2148  0.0004  -0.0005  -0.0003
Si  14.2924  -1.7684  19.8111  -0.0008  -0.0015  -0.0047
Si  0.7562  -3.9029  11.2819  0.0003  0.0155  -0.0006
Si  21.2268  3.4531  12.1678  0.0012  -0.0028  0.0026
Si  9.1116  -3.1154  12.4328  -0.0021  0.0014  0.0034
Si  -1.1815  -3.9983  16.7352  0.001  0.0011  0.0022
Si  16.0202  7.7776  13.8223  0.0006  0.0009  0.0025
Si  -0.9539  12.1074  15.9813  0.0006  0.0007  0.0016
Si  6.2105  1.6607  20.4698  0.0055  -0.0031  -0.0019
Si  10.5963  2.4684  18.7861  -0.0015  0.0003  -0.004
Si  1.5936  2.7339  20.785  -0.007  0.0048  -0.0204
Si  -1.5212  -4.6442  19.5429  -0.0006  0.0024  -0.0043
Si  5.9768  10.3911  18.4391  0.0004  0.0019  -0.0001
Si  7.0445  5.46  13.1114  0.0004  0.0004  0.0035
Si  7.4897  6.434  21.7592  -0.0036  0.0024  -0.0089
Si  3.2086  7.0971  21.8905  -0.0037  0.0046  -0.0015
Si  6.2009  1.0652  9.9804  0.007  0.0068  0.0072
Si  13.6948  -4.3987  14.9548  0.0015  0.0026  0.0025
O  8.468  -1.0491  21.1023  -0.0006  0.0014  0.0056
O  4.5933  9.7968  19.0037  0  0.0009  0.0022
O  11.6652  2.6736  12.6986  0.0003  0.003  -0.003
O  6.967  0.9847  21.771  -0.0045  0  0.0003
O  3.5283  5.1296  15.2211  0.0017  0.003  -0.003
O  11.0924  10.825  7.8494  -0.0203  0.0108  0.0044
O  9.583  1.911  8.5574  -0.0029  0.0028  -0.0031
O  2.6162  2.6379  14.6568  0.002  0.0002  -0.0025
O  10.3892  -6.0109  12.9158  0.0011  0.0016  -0.0006
O  13.8092  -0.4956  20.7755  0.001  0.0038  0.007
O  -1.7415  -3.0387  19.6937  -0.0004  -0.0012  0.0015
O  12.2104  6.2792  14.3812  -0.0001  0.0007  -0.0019
O  6.0131  6.4391  13.915  -0.0002  0.0007  -0.0012
O  6.836  1.8879  13.8094  0.0001  -0.0003  -0.0021
O  9.0675  2.5864  12.7962  0.0021  0.0007  -0.0031
O  3.9312  7.8954  20.6742  0.0014  -0.0003  0.003
O  12.8892  5.926  11.4993  0.001  -0.0005  -0.0026
O  5.1809  -13.1696  15.1581  0.0018  0.0001  -0.0016
O  7.7082  4.3983  14.1834  0.0006  0.0004  -0.0017
O  4.9963  2.895  15.4362  0.0001  0.0004  -0.002
O  -2.42  7.2881  8.6829  0.0108  -0.0148  -0.0024
O  10.1733  1.4542  17.5828  0.0009  0.0003  0.0009
O  -0.2101  7.5362  12.4736  0.0041  -0.0007  -0.0054
O  4.6096  1.5913  20.6952  -0.0024  -0.0023  0.0064
O  3.5285  -3.6239  13.7527  0.0002  0.0002  -0.0009
O  0.54  3.8588  21.3138  -0.0027  0.0025  0.0016
O  3.9576  9.1992  10.3886  -0.0059  -0.0109  0.0015
O  -0.7783  5.1653  8.0583  0.0026  0.0025  0.0103
O  7.291  -0.7701  14.9823  0.0044  0.0007  0.0001
O  2.2932  -5.0729  21.3586  0.0012  -0.0003  0.0023
O  9.6754  -0.4079  15.7706  0.0007  0.0002  -0.0023
O  7.7397  1.6036  10.263  -0.0048  0.0025  -0.0022
O  8.9567  8.7629  13.7359  -0.0009  0.0012  0.0024
O  -8.6858  8.5096  18.7635  0.0001  0.0011  0.0009
O  2.7229  7.454  16.3111  0.0002  0.0007  -0.0013
O  0.6602  1.7138  19.8721  0.0012  -0.001  0.0018
O  17.7132  3.1787  20.3448  0.001  0.0012  0.0021
O  17.2279  4.5353  11.9581  -0.0009  0.0005  -0.0027
O  11.2205  -3.4668  17.2564  0.0007  0.0002  -0.0003
O  6.3574  -2.8133  10.1411  -0.0064  -0.0021  0.0029
O  6.4341  5.4317  22.5314  -0.0065  -0.0015  0.0083
O  5.3319  2.392  10.3623  -0.0001  0.0012  0.0009
O  10.8584  16.9043  22.6915  -0.0011  -0.0017  0.005
O  4.8736  11.309  14.4416  -0.0002  0.0029  -0.002
O  5.4746  8.6854  12.5447  -0.0004  0.0034  -0.0055
O  13.9774  3.4674  17.1964  0.001  -0.0011  0.0012
O  6.0051  -0.2092  10.9976  -0.0014  -0.0034  0.0011
O  2.3425  9.1262  8.3459  -0.0007  -0.0012  0.0068
O  2.1989  5.7962  18.2514  0.0002  -0.0001  0.0009
O  15.4904  13.5815  12.8117  0.0008  0.0014  -0.0036
O  0.5203  -7.2254  18.1313  0.0006  0.0001  0.0013
O  5.6645  -0.2449  16.8918  -0.0005  0.0013  -0.0009
O  6.4982  0.8487  19.0967  0.0005  0.0011  0.0008
O  9.1659  5.9914  17.9473  0.0003  0.0004  0.001
O  8.5764  3.219  22.2861  0.0042  0.0026  0.0139
O  19.7855  2.2358  15.4514  0.0011  0.0005  -0.0001
O  7.1596  -1.6227  18.7716  0.0034  -0.0024  0.0006
O  -2.1774  8.179  16.3351  0.0003  0.0016  -0.0013
O  11.3267  3.8939  15.0965  0.0012  0.0019  -0.0024
O  10.9711  6.08  19.9981  0.0018  0.0003  0.0024
O  3.9177  4.4327  10.8313  -0.004  0.0044  -0.0016
O  9.8223  -4.8955  15.3683  0.0011  0.0007  -0.0027
O  -1.6512  3.041  19.5918  0.0006  -0.001  0.0025
O  11.3408  12.2522  15.0771  0.0004  -0.0024  0.0009
O  8.7961  -2.3181  11.0288  0.0023  -0.0008  0.0018
O  6.8475  7.659  20.8458  0.0012  -0.0036  0.0049
O  2.6086  3.5287  19.7476  0.0014  -0.0002  0.0041
O  19.0964  -4.4583  12.4577  0.0011  0.0004  -0.002

Results
free energy: -133763.375 eV
free energy less fixed offsets of N -385.13, O -568.88, Si -635.61 eV per atom: -0.195 eV

The program warned: the cutoff lies below the one the program advises for these potential files; the forces do not sum to zero within the program's tolerance; the exchange-correlation potential is rough where the density is thin.
